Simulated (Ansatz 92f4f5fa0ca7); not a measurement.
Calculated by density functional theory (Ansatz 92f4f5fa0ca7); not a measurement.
Periodic cell of 223 atoms, Si133O90, from a study of silicon, its oxide and their interface. The atomic structure is a simulated model.
Doubt: the cutoff is far below the 930 eV that the study's wrapper takes by default for these files, so forces and energies are approximate.
This geometry differs little from another in the collection (a relaxation step or a small displacement).

Settings
functional: PBE
potential files: Ansatz PAW
basis: plane waves
wave-function cutoff: 580 eV
density cutoff ratio: 5
exchange-correlation grid ratio: 1
k mesh: 1 x 1 x 1, Gamma-centred
self-consistency stop: 5e-08 eV per atom in the density residual
occupations: fixed
spin: none
net charge: 0

Cell vectors (angstrom)
a	10.938	0	0
b	0	10.938	0
c	0	0	32.1835

Atoms: element, x, y, z (angstrom)
Si	-0.5362	0.2695	24.6692
Si	5.6635	-0.0024	24.6656
Si	2.7355	2.6612	24.7543
Si	8.2926	2.6374	24.7077
Si	-0.0278	5.6373	24.5267
Si	5.1129	5.7051	24.8708
Si	2.8849	7.9627	24.7861
Si	7.7752	8.5182	24.6536
Si	1.1381	1.4342	25.9723
Si	6.8063	1.4608	26.093
Si	4.067	4.0378	26.1458
Si	9.5826	4.1854	25.9277
Si	1.3196	6.83	26.0762
Si	6.7446	6.9048	26.0497
Si	4.0361	9.6958	25.9312
Si	9.4475	9.5492	26.0128
Si	2.6402	0.0788	27.329
Si	8.1626	0.0204	27.4192
Si	-0.0891	2.8107	27.404
Si	5.4646	2.7575	27.4751
Si	2.6886	5.4533	27.4353
Si	8.185	5.5178	27.3463
Si	-0.0456	8.2373	27.3889
Si	5.3882	8.2995	27.3918
Si	4.1018	1.3673	28.7652
Si	9.5708	1.3673	28.7652
Si	1.3673	4.1018	28.7652
Si	6.8362	4.1018	28.7652
Si	4.1018	6.8362	28.7652
Si	9.5708	6.8362	28.7652
Si	1.3673	9.5708	28.7652
Si	6.8362	9.5708	28.7652
Si	0	0	30.1325
Si	5.469	0	30.1325
Si	2.7345	2.7345	30.1325
Si	8.2035	2.7345	30.1325
Si	0	5.469	30.1325
Si	5.469	5.469	30.1325
Si	2.7345	8.2035	30.1325
Si	8.2035	8.2035	30.1325
Si	1.3673	1.3673	31.4997
Si	6.8362	1.3673	31.4997
Si	4.1018	4.1018	31.4997
Si	9.5708	4.1018	31.4997
Si	1.3673	6.8362	31.4997
Si	6.8362	6.8362	31.4997
Si	4.1018	9.5708	31.4997
Si	9.5708	9.5708	31.4997
Si	2.7345	0	0.6835
Si	8.2035	0	0.6835
Si	0	2.7345	0.6835
Si	5.469	2.7345	0.6835
Si	2.7345	5.469	0.6835
Si	8.2035	5.469	0.6835
Si	0	8.2035	0.6835
Si	5.469	8.2035	0.6835
Si	4.1018	1.3673	2.0507
Si	9.5708	1.3673	2.0507
Si	1.3673	4.1018	2.0507
Si	6.8362	4.1018	2.0507
Si	4.1018	6.8362	2.0507
Si	9.5708	6.8362	2.0507
Si	1.3673	9.5708	2.0507
Si	6.8362	9.5708	2.0507
Si	0	0	3.418
Si	5.469	0	3.418
Si	2.7345	2.7345	3.418
Si	8.2035	2.7345	3.418
Si	0	5.469	3.418
Si	5.469	5.469	3.418
Si	2.7345	8.2035	3.418
Si	8.2035	8.2035	3.418
Si	1.4684	1.2736	4.8348
Si	6.8959	1.3458	4.7569
Si	4.1137	4.0668	4.7727
Si	9.7014	3.9541	4.726
Si	1.4106	6.8221	4.8173
Si	6.9197	6.812	4.751
Si	4.1222	9.5371	4.8357
Si	9.5534	9.565	4.791
Si	2.7371	-0.1389	6.3498
Si	8.314	0.097	6.1961
Si	0.1587	2.6741	6.1953
Si	5.4882	2.6521	6.0834
Si	2.8511	5.4732	6.1958
Si	8.3241	5.3283	5.9617
Si	-0.0514	8.1626	6.1475
Si	5.6652	8.2741	6.1394
Si	4.3869	1.1333	7.5106
Si	9.9502	1.1604	7.6092
Si	1.3125	4.2516	7.5394
Si	6.798	4.1803	7.2809
Si	4.6389	6.5733	7.3197
Si	9.8417	6.4094	7.3458
Si	1.024	9.5994	7.6529
Si	6.7456	9.9248	7.5181
O	5.764	5.4078	7.5978
O	0.0146	-0.0843	8.107
O	0.7511	5.2261	23.1174
O	5.3787	11.5854	23.1305
O	0.9232	9.4154	21.2212
O	7.5751	3.1736	23.3192
O	7.5421	-1.4207	8.9133
O	0.1727	5.4286	7.8313
O	9.0274	6.7171	8.762
O	1.3585	8.6161	8.9618
O	9.4305	1.9295	8.9868
O	4.3404	7.0702	8.8598
O	1.8336	3.5339	8.9626
O	5.5259	0.0193	7.9714
O	7.4166	3.6214	8.6972
O	8.445	8.9755	11.4256
O	9.7158	6.5822	23.8967
O	2.7721	3.7444	23.507
O	9.3752	1.4888	24.2361
O	5.6661	5.0115	23.5054
O	10.5719	-0.5271	23.2309
O	7.9404	8.0959	23.0525
O	3.3701	-0.7326	22.181
O	2.0405	8.3409	23.4122
Si	-1.1936	6.9644	14.9908
Si	-2.3097	-9.2893	14.6903
Si	9.1059	3.7887	18.8967
Si	0.3045	12.634	18.3839
Si	3.9383	6.0591	10.0789
Si	2.5659	6.5733	20.3254
Si	1.9529	-4.3949	15.1725
Si	12.9316	4.5278	22.3206
Si	3.8335	0.7504	22.6013
Si	3.2344	3.1228	9.7429
Si	6.802	4.389	22.552
Si	8.97	-3.0735	17.7087
Si	-2.7428	-6.4753	16.0228
Si	3.0669	3.6457	15.0654
Si	4.7152	2.2282	17.5046
Si	-4.8296	3.9396	19.6077
Si	8.8092	6.8238	22.5477
Si	9.5262	6.0622	10.1856
Si	-3.8094	1.5653	11.9056
Si	0.7065	12.8044	15.3613
Si	12.2893	-3.3262	10.2677
Si	2.3279	9.0005	21.9483
Si	-2.6438	7.6301	12.3637
Si	2.8626	-0.0725	14.5365
Si	-1.6801	-0.2639	19.0633
Si	4.5232	10.3094	17.1014
Si	2.6424	-2.5207	12.9234
Si	-0.6162	6.404	19.9646
Si	3.6044	7.4781	17.5386
Si	8.6244	3.1716	9.7007
Si	5.4314	-3.103	12.0052
Si	-0.084	10.6297	21.6461
Si	1.8662	2.0071	20.8004
Si	7.252	9.6477	10.5154
Si	4.0429	2.2543	12.626
Si	6.2965	6.0904	17.5763
Si	7.1694	0.5995	17.128
O	-1.5101	-2.8729	16.1596
O	4.0465	10.3517	15.5342
O	6.6966	-6.0502	16.5342
O	8.7952	-1.7046	18.5216
O	6.7793	9.7858	24.4076
O	1.7277	1.8197	19.1827
O	3.9825	3.4842	13.718
O	-2.7303	0.5858	15.8656
O	-3.3524	3.3581	19.2482
O	-2.9202	0.6776	18.5351
O	-1.5271	7.662	13.5498
O	-1.3055	7.2218	21.2006
O	3.1601	6.5426	18.8086
O	2.3381	-4.626	10.217
O	-0.8338	2.5452	19.1748
O	8.4678	6.322	11.397
O	7.5415	7.1067	17.7505
O	7.0841	0.2585	10.9463
O	3.7997	2.9585	16.3646
O	3.0821	1.2335	23.9753
O	-4.7095	12.8675	16.9398
O	-0.6777	1.622	14.5394
O	10.6901	0.1558	18.3663
O	3.0249	5.4826	21.4683
O	-5.9431	6.8407	16.9681
O	4.9025	3.0904	18.8834
O	1.4112	3.508	21.2005
O	-7.0437	9.0462	17.9178
O	4.1665	4.4724	9.7755
O	7.8972	5.5323	22.1792
O	3.3982	1.7059	21.3384
O	2.4513	7.5272	16.3798
O	6.1693	-0.7026	17.1133
O	6.7498	7.5561	12.942
O	9.5182	-0.2763	20.6902
O	2.0971	-1.3042	13.825
O	3.1171	2.5868	11.2965
O	6.0021	3.8719	21.2273
O	0.7675	1.07	21.5415
O	4.0142	6.8307	24.3568
O	-3.0274	12.1589	13.2976
O	-1.7733	4.248	17.3267
O	5.5988	2.05	12.192
O	2.3482	7.0078	13.6663
O	0.3328	6.4341	15.1679
O	-7.8856	8.0007	20.9119
O	-2.8055	3.1486	15.0847
O	-4.9525	5.4791	19.0635
O	4.8105	6.4489	11.3979
O	3.4729	0.9195	13.3883
O	3.9255	1.9188	8.8872
O	2.7719	5.1773	15.4665
O	10.1431	7.062	18.4942
O	10.8647	6.9014	10.5924
O	0.9661	6.344	20.243
O	1.6664	0.5652	15.4314
O	0.4209	2.3043	16.8975
O	4.2624	-2.3449	12.8329
O	9.6247	4.9445	19.9044
O	4.0605	0.7609	17.8427
O	5.8672	-2.1071	10.7921
O	1.59	3.0423	14.6759
O	-2.1574	5.6652	15.1088
O	1.8659	-2.4047	11.505
O	7.9651	2.7149	11.1144
O	9.6294	-6.5093	10.0268

Results
free energy: -135736.544 eV
free energy less fixed offsets of O -568.88, Si -635.61 eV per atom: -1.214 eV

Forces (eV/angstrom), in the order of the atoms: element, x, y, z
Si	-0.0117	-0.0061	-0.0229
Si	0.014	-0.0007	-0.0182
Si	-0.0042	0.0002	-0.0099
Si	-0.0034	-0.0048	-0.017
Si	0.0012	-0.0199	-0.0392
Si	0.0058	0.006	-0.0242
Si	0.0029	-0.0068	-0.0175
Si	0.0071	0.0092	-0.0144
Si	0.0149	0.0066	0.0039
Si	0.0028	-0.0003	0.0011
Si	-0.009	-0.0014	0.0115
Si	0.0002	0.0108	0.0066
Si	0.01	0.0018	0.0173
Si	0.0016	-0.0012	-0.0011
Si	-0.0044	-0.0008	0.0037
Si	-0.0061	-0.0072	0.0002
Si	0.0019	0.0028	-0.0011
Si	0.0031	0.0061	-0.0078
Si	-0.0072	-0.0039	0.001
Si	0.0011	-0.0021	-0.0025
Si	0.0006	0.0046	-0.0111
Si	-0.0022	-0.0039	-0.0001
Si	-0.0045	0.0031	-0.0021
Si	-0.0045	-0.0009	-0.0017
Si	-0.38	-0.1414	-0.0373
Si	-0.2181	0.125	0.0867
Si	-0.3377	-0.1418	0.3333
Si	0.3786	0.3522	0.0974
Si	-0.1408	0.184	-0.0886
Si	-0.1508	0.0626	-0.1051
Si	-0.0714	0.2125	-0.2799
Si	-0.2739	0.1115	0.1888
Si	0.0545	0.0128	-0.0157
Si	-0.007	-0.1315	0.0115
Si	-0.0205	-0.0703	-0.0029
Si	0.0314	-0.037	0.041
Si	0.0277	-0.0697	0.0017
Si	0.1178	0.0385	-0.035
Si	0.0404	-0.0839	-0.021
Si	-0.0113	-0.0679	-0.0302
Si	0.0033	0.0321	-0.0004
Si	-0.0555	0.1065	-0.0203
Si	-0.0197	0.0346	-0.0324
Si	-0.0223	0.0114	-0.0167
Si	-0.0764	0.0585	-0.0235
Si	-0.0322	0.0487	-0.0107
Si	0.0006	0.0259	-0.0166
Si	-0.0751	0.0082	-0.027
Si	0.0176	-0.0436	0.0264
Si	0.0585	-0.0406	0.0166
Si	0.0107	-0.0105	0.0177
Si	0.0365	-0.0622	0.0238
Si	0.0817	-0.0548	0.0152
Si	-0.0064	-0.0378	0.0201
Si	0.0703	-0.0735	0.0199
Si	0.0258	-0.0117	0.0116
Si	0.0005	0.1093	0.0142
Si	-0.0986	0.0553	-0.0346
Si	-0.0439	0.0551	-0.0161
Si	0.0431	0.1005	0.0222
Si	-0.008	0.0345	0.0248
Si	-0.0141	0.1115	0.0289
Si	-0.0332	0.0358	0.0378
Si	-0.0889	-0.0729	-0.0036
Si	0.1581	-0.088	0.2822
Si	-0.0089	-0.1495	0.1901
Si	0.0435	-0.3323	0.0318
Si	0.2257	-0.2322	-0.4655
Si	0.4321	-0.1078	0.031
Si	0.0474	0.0024	0.0572
Si	0.1417	-0.0458	0.1641
Si	0.1472	0.1346	-0.3784
Si	-0.0029	-0.0064	0.005
Si	-0.0032	-0.0025	0.0104
Si	0.0093	0.0038	0.0098
Si	-0.003	0.0085	-0.0095
Si	-0.0054	0.002	-0.0006
Si	0.0014	-0.0052	0.0088
Si	-0.0012	0.0098	0.0052
Si	0.01	0.0033	0.0064
Si	0.0024	0.0015	-0.0027
Si	-0.0046	-0.0003	-0.0067
Si	0.0092	-0.0062	0.004
Si	-0.0021	0.0048	-0.0014
Si	0.0062	-0.0065	-0.0086
Si	-0.0024	0.008	-0.0002
Si	-0.0027	-0.0015	-0.0067
Si	-0.0012	-0.0088	-0.0108
Si	0.0018	-0.0004	-0.0084
Si	0.0108	-0.0017	0.011
Si	-0.0012	-0.0047	0.0164
Si	-0.015	0.0118	0.0003
Si	0.0187	-0.0176	0.0233
Si	-0.006	0.0052	0.0027
Si	0.0062	-0.0054	0.0084
Si	0.0022	0.0116	0.017
O	-0.0087	0.0115	-0.0016
O	-0.0086	0.0047	0.0002
O	-0.0128	0.0122	0.0187
O	0.0018	-0.0069	0.0102
O	0.0015	0.0001	-0.0049
O	0.0068	-0.0041	0.0086
O	-0.0029	0.0016	-0.0115
O	-0.0018	-0.0014	0.0006
O	0.0031	-0.0006	-0.0036
O	-0.0036	0.0099	-0.0122
O	0.0042	-0.0082	-0.0089
O	-0.0002	-0.0039	-0.0121
O	-0.01	0.0079	-0.0138
O	0.0004	-0.0033	0.0018
O	0.0005	-0.0006	-0.0012
O	-0.0001	0.0022	0.0015
O	0.0055	-0.0037	0.002
O	-0.0013	-0.0044	0.0052
O	0.0028	-0.0042	0.0035
O	-0.005	0.0039	0.0068
O	0.0005	0.0023	0.0102
O	-0.0025	0.0004	0.0103
O	0.0034	0.0039	-0.0045
O	0.0031	-0.0009	0.0061
Si	0.0028	-0.0017	0.0009
Si	0.0023	0.0013	0.0029
Si	-0.0004	-0.0012	-0.0014
Si	-0.0009	0.0006	-0.0018
Si	0.0024	0.003	-0.0055
Si	0.0007	-0.0003	0.0027
Si	-0.0004	-0.0006	0.0013
Si	0.0023	0.0001	0.001
Si	-0.0032	0.0018	-0.0001
Si	0.0042	0.0001	-0.0007
Si	0.0001	0.0033	0.0018
Si	-0.0015	0.0014	0.0001
Si	-0.0019	0.0002	-0.0015
Si	-0.0024	0.0004	0.0007
Si	-0.0003	-0.0009	-0.0031
Si	-0.0008	0.0002	-0.0035
Si	0.0005	-0.0024	-0.0009
Si	-0.0005	0.0017	-0.0039
Si	-0.0004	-0.0011	0.002
Si	0.0004	0.0008	-0.0045
Si	0.0011	-0.0009	0.0023
Si	-0.0018	-0.0019	0.0017
Si	-0.0001	0	-0.001
Si	-0.0002	0.0009	0.0018
Si	-0.0022	0.0007	-0.0013
Si	0.001	0.0004	-0.0005
Si	-0.0004	-0.0008	0.0012
Si	-0.0004	0	0.0017
Si	0.0009	0.0003	-0.0032
Si	-0.0063	0.004	-0.0021
Si	-0.0002	0.0014	-0.0025
Si	0.0002	0.0039	0.0005
Si	-0.0008	0.0007	0.0041
Si	-0.0032	-0.0015	-0.0014
Si	-0.0012	-0.0001	0.0016
Si	-0.001	0.0015	-0.0031
Si	-0.0012	-0.0003	-0.0008
O	0.0003	0.0003	-0.003
O	-0.0008	0.0009	-0.0024
O	0.0001	0.0004	0.001
O	0.0004	0.0007	-0.0013
O	-0.0065	0.0033	0.0044
O	0.002	0.0005	-0.0009
O	0.0014	-0.0005	-0.0018
O	-0.0002	0.0015	-0.0016
O	-0.0001	-0.0004	-0.0023
O	0.0014	0.0001	-0.002
O	-0.0013	0.0011	-0.0021
O	-0.0026	-0.0002	-0.0001
O	-0.0009	-0.0009	-0.0001
O	0.0028	-0.0029	0.0001
O	-0.0002	0.0012	-0.0028
O	0.0015	-0.0022	0.0007
O	-0.0001	-0.0007	-0.0006
O	0.0002	-0.0012	-0.0001
O	0.0002	0.0001	-0.0007
O	0	0	-0.0004
O	-0.0003	0.0009	-0.0005
O	-0.0015	0.0007	-0.0014
O	-0.0003	-0.0002	-0.0011
O	-0.0007	-0.0012	-0.0049
O	0.0002	-0.0001	0.0004
O	0.0006	0.0012	-0.0002
O	0.0007	0.0029	-0.0022
O	0.0003	0.0012	-0.0005
O	0.0003	-0.0018	0.0039
O	0.002	0.0024	-0.004
O	0.0023	-0.0023	-0.0027
O	0	-0.0002	-0.0014
O	-0.0007	0.0011	-0.0011
O	0.0005	0.0011	0.0004
O	0.0021	-0.0004	-0.0013
O	0.0002	-0.002	-0.003
O	-0.0012	0.0014	-0.0023
O	0.0004	0	0.0005
O	-0.0008	-0.0022	-0.004
O	-0.0011	0.0052	0.006
O	-0.0028	0	-0.0046
O	0.0016	-0.0004	0.0006
O	0.0021	-0.0001	-0.0006
O	0.0009	0.0041	-0.0044
O	-0.0025	0.0012	-0.0014
O	-0.0008	0.0034	-0.0031
O	0.0001	-0.0023	-0.0023
O	-0.001	0.0011	-0.0021
O	-0.0016	-0.0016	-0.0008
O	0.0013	0.002	-0.0027
O	0.0014	-0.0031	0.0018
O	0.0008	0.0005	-0.0008
O	0.0018	0.0009	-0.001
O	-0.0001	-0.0006	0.0007
O	0.0013	0.0002	-0.0041
O	0.0012	-0.001	-0.0013
O	-0.0008	0.0011	0.0022
O	-0.0022	-0.0009	0.0005
O	0	0.0016	-0.0021
O	0.0001	0.0006	-0.0012
O	0.003	0.003	0.0014
O	0.0012	0.0005	-0.0012
O	0.001	0.0026	-0.0025
O	0.0006	-0.001	0.0013
O	0.0035	0.0022	-0.0014
O	0.0001	-0.0028	0.0027

The program warned: the cutoff lies below the one the program advises for these potential files; the forces do not sum to zero within the program's tolerance; the exchange-correlation potential is rough where the density is thin.
